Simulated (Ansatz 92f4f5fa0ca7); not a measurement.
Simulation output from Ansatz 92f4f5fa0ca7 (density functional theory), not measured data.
Periodic cell of 534 atoms, Si286O176H72, with a vacuum gap, from a study of silicon, its oxide and their interface. The atomic structure is a simulated model.

Settings
functional: r2SCAN
potential files: Ansatz PAW
basis: plane waves
wave-function cutoff: 800 eV
density cutoff ratio: 5
exchange-correlation grid ratio: 1
k mesh: 1 x 1 x 1, Gamma-centred
self-consistency stop: 2e-11 eV per atom in the density residual
occupations: fixed
spin: none
net charge: 0
applied field: sawtooth along c, amplitude +0.015 V/angstrom in the program's sign convention, ramp centred at 0.9881 of c and 0.0238 of c wide, no dipole correction

Cell vectors (angstrom)
a	16.332	0	0
b	0	16.332	0
c	0	0	42.0276

Atoms and the computed forces on them: element, x, y, z (angstrom), force x, y, z (eV/angstrom)
Si	0.334	-0.464	28.545	0.011	-0.005	0.018
Si	2.441	2.909	28.517	-0.004	-0.006	0.032
Si	-0.02	4.811	27.981	0.004	-0.003	0.028
Si	3.075	7.911	28.178	0.007	-0.001	0.036
Si	-0.278	11.39	28.381	0.002	0.011	0.016
Si	2.01	14.07	28.563	-0.002	0.018	0.01
Si	5.558	-0.36	28.221	-0.007	-0.007	0.024
Si	8.27	2.451	28.122	0.003	0	0.024
Si	5.121	5.559	28.659	0.006	0	0.022
Si	7.936	8.473	28.477	0.008	0.006	0.027
Si	5.823	10.771	28.345	0.009	0.004	0.033
Si	7.818	13.779	28.331	-0.004	-0.007	0.031
Si	10.527	0.248	28.183	-0.003	0	0.028
Si	12.052	1.293	29.657	-0.002	0	0.003
Si	11.123	4.994	28.201	-0.001	0	0.027
Si	12.982	9.193	28.092	-0.017	-0.002	0.013
Si	11.089	10.598	28.561	0.006	-0.015	0.013
Si	13.813	13.533	28.378	0.007	0.002	0.027
Si	1.304	1.298	29.758	0	0	-0.008
Si	3.881	4.1	29.922	0.005	0.016	-0.009
Si	1.337	7.01	29.52	0.013	0	0.004
Si	4.107	9.599	29.485	-0.003	-0.011	-0.005
Si	1.191	12.378	29.91	-0.011	-0.001	0.007
Si	3.964	14.92	29.598	-0.002	-0.001	-0.004
Si	6.687	1.318	29.487	0.008	0.002	-0.002
Si	9.44	3.989	29.503	0.004	-0.003	-0.007
Si	6.759	6.854	29.714	-0.017	-0.008	-0.01
Si	9.5	9.519	29.869	0.001	0.001	-0.016
Si	6.825	12.262	29.795	-0.001	-0.003	-0.009
Si	9.416	15.004	29.537	0.003	0.007	-0.001
Si	13.255	2.67	28.263	0.001	0.008	0.026
Si	14.866	3.873	29.549	0	-0.001	0.006
Si	12.147	6.642	29.549	-0.005	-0.012	0.017
Si	14.859	9.718	29.482	0.004	0.002	0.009
Si	12.205	12.339	29.65	0.006	0.001	0
Si	14.949	14.961	29.834	0	-0.01	-0.002
Si	-0.108	2.659	31.044	0.003	0.001	0.007
Si	2.745	-0.005	31.069	-0.007	0.013	-0.006
Si	-0.096	8.291	30.868	0.006	-0.009	0.01
Si	2.497	5.544	31.076	-0.003	-0.012	-0.005
Si	-0.13	13.641	31.302	-0.002	0.012	-0.009
Si	2.7	10.896	30.939	0.007	0.012	0.017
Si	5.405	2.679	30.982	-0.013	0.008	0
Si	8.076	0.032	30.942	-0.003	-0.004	0.017
Si	5.368	8.236	31.017	0.014	0.007	0.007
Si	8.176	5.427	30.929	0.003	0.009	0.014
Si	5.334	13.587	31.029	0	-0.003	0.008
Si	8.182	10.938	31.168	0.004	-0.006	-0.012
Si	10.781	2.725	31.001	0.002	0.004	-0.001
Si	13.51	0.027	31.025	0.011	0.002	0.014
Si	10.882	8.037	31.039	-0.015	0.008	0.005
Si	13.646	5.419	30.904	-0.008	0.007	-0.005
Si	10.809	13.687	30.951	-0.004	-0.007	0.018
Si	13.573	10.969	31.02	-0.01	0.001	0.011
Si	1.231	4.092	32.406	-0.005	-0.01	0.009
Si	4.093	1.36	32.412	-0.022	-0.026	0.029
Si	1.306	9.555	32.303	-0.006	-0.003	0.023
Si	3.996	6.85	32.356	0.018	-0.011	0.012
Si	1.356	15.008	32.466	-0.002	-0.015	0.012
Si	4.024	12.214	32.393	0.015	0.005	0.011
Si	6.794	4.073	32.291	-0.003	-0.002	0.018
Si	9.444	1.362	32.358	0.018	-0.002	0.014
Si	6.763	9.537	32.416	-0.01	-0.006	0.011
Si	9.513	6.723	32.389	0.009	0.007	0.015
Si	6.752	14.984	32.339	-0.004	-0.008	0.025
Si	9.565	12.311	32.427	-0.006	-0.02	0.022
Si	12.224	4.099	32.305	-0.005	-0.005	0.019
Si	14.88	1.352	32.422	0.018	0.008	0.015
Si	12.26	9.495	32.335	0.005	-0.008	0.033
Si	14.98	6.823	32.281	-0.015	-0.021	0.025
Si	12.176	14.982	32.367	-0.003	-0.011	0.013
Si	14.86	12.221	32.521	0.02	0.004	0.027
Si	-0.036	0.024	33.775	-0.051	0.038	0.205
Si	2.692	2.749	33.718	-0.005	0.029	0.192
Si	-0.057	5.491	33.765	0.037	-0.018	0.188
Si	2.654	8.188	33.711	-0.027	0.021	0.238
Si	-0.027	10.861	33.755	-0.007	-0.023	0.219
Si	2.695	13.595	33.773	0.018	-0.012	0.21
Si	5.448	0.011	33.761	0.022	0.001	0.207
Si	8.135	2.757	33.715	0.019	0.003	0.237
Si	5.419	5.447	33.65	-0.029	0.032	0.206
Si	8.16	8.135	33.712	-0.025	0.042	0.187
Si	5.406	10.886	33.769	0.015	-0.014	0.196
Si	8.16	13.657	33.731	-0.024	0.032	0.222
Si	10.841	0.025	33.718	-0.009	0.027	0.226
Si	13.556	2.765	33.739	0.014	-0.013	0.208
Si	10.901	5.418	33.751	-0.011	0.017	0.192
Si	13.627	8.148	33.714	-0.021	0.016	0.193
Si	10.926	10.876	33.729	-0.053	0.036	0.206
Si	13.517	13.629	33.78	-0.029	0.035	0.237
Si	1.343	1.387	35.1	-0.1	0.123	0.348
Si	4.089	4.106	35.068	-0.13	-0.001	0.119
Si	1.36	6.822	35.127	-0.173	-0.029	0.114
Si	4.042	9.489	35.09	-0.028	0.317	0.34
Si	1.314	12.231	35.102	0.132	0.04	0.419
Si	4.081	14.975	35.094	0.044	-0.105	0.403
Si	6.814	1.403	35.095	-0.102	-0.121	0.332
Si	9.529	4.068	35.104	0.046	0.015	0.21
Si	6.803	6.765	35.049	-0.064	0.126	0.233
Si	9.554	9.491	35.065	-0.139	0.082	0.186
Si	6.816	12.258	35.07	-0.131	0.038	0.353
Si	9.539	14.991	35.114	-0.223	0.104	0.249
Si	12.213	1.379	35.081	-0.048	0.113	0.242
Si	14.921	4.126	35.119	-0.115	0.041	0.203
Si	12.264	6.797	35.105	-0.031	0.012	0.074
Si	14.997	9.473	35.13	-0.041	0.026	0.124
Si	12.259	12.221	35.146	-0.19	0.07	0.387
Si	14.938	14.961	35.099	-0.047	0.169	0.397
Si	-0.004	2.759	6.915	0.067	-0.142	-0.303
Si	2.709	0.006	6.925	0.011	-0.022	-0.202
Si	0.031	8.159	7.013	0.039	-0.035	-0.075
Si	2.76	5.46	6.941	0.004	-0.135	-0.088
Si	-0.046	13.588	6.938	0.116	0.062	-0.249
Si	2.671	10.844	6.888	0.12	0.041	-0.568
Si	5.464	2.769	6.928	0.038	-0.07	-0.153
Si	8.211	0.072	6.91	-0.064	-0.087	-0.425
Si	5.449	8.105	6.886	0.243	-0.053	-0.27
Si	8.184	5.457	6.93	0.071	0.001	-0.095
Si	5.475	13.635	6.888	-0.031	-0.026	-0.519
Si	8.19	10.861	6.868	0.088	-0.121	-0.341
Si	10.889	2.725	6.948	0.11	0.042	-0.265
Si	13.606	0.024	6.895	0.133	-0.097	-0.38
Si	10.917	8.158	6.956	0.065	-0.072	0.005
Si	13.598	5.464	7	0.091	-0.053	-0.103
Si	10.924	13.61	6.946	0.258	-0.129	-0.287
Si	13.658	10.865	6.964	-0.017	-0.077	-0.133
Si	1.391	4.079	8.276	0.019	0.018	-0.211
Si	4.097	1.391	8.256	0.008	-0.015	-0.201
Si	1.387	9.549	8.388	-0.02	-0.046	-0.218
Si	4.152	6.778	8.34	-0.024	0	-0.215
Si	1.335	14.945	8.261	-0.005	-0.003	-0.19
Si	4.088	12.201	8.117	-0.004	0.01	-0.234
Si	6.843	4.121	8.325	0.008	-0.015	-0.199
Si	9.57	1.378	8.337	0.005	0.002	-0.212
Si	6.844	9.459	8.205	0.023	-0.042	-0.218
Si	9.564	6.782	8.334	0.04	-0.038	-0.174
Si	6.848	15.035	8.207	0.008	-0.003	-0.238
Si	9.561	12.205	8.229	0.049	-0.043	-0.235
Si	12.246	4.061	8.335	0.024	-0.017	-0.166
Si	14.972	1.373	8.248	0.015	-0.005	-0.214
Si	12.308	9.508	8.328	0.027	-0.033	-0.177
Si	15.011	6.788	8.369	-0.007	0.002	-0.174
Si	12.324	14.985	8.302	0.002	-0.039	-0.226
Si	15.001	12.214	8.371	-0.004	0.009	-0.223
Si	-0.004	0.024	9.609	0.011	-0.005	-0.023
Si	2.766	2.743	9.648	0.004	-0.001	-0.014
Si	0.046	5.374	9.688	-0.012	-0.001	-0.027
Si	2.818	8.177	9.679	0.009	0.015	-0.025
Si	0.055	10.929	9.817	-0.003	0.009	-0.023
Si	2.745	13.497	9.484	0.001	0.014	-0.018
Si	5.494	0.049	9.58	-0.005	0.011	-0.02
Si	8.228	2.78	9.682	-0.02	0.004	-0.025
Si	5.521	5.442	9.78	0.012	-0.002	-0.031
Si	8.191	8.162	9.67	-0.006	0.013	-0.029
Si	5.434	10.841	9.436	0.005	0.016	-0.012
Si	8.235	13.652	9.479	-0.007	0.008	-0.018
Si	10.97	0.002	9.661	0.012	0.004	-0.023
Si	13.626	2.676	9.661	-0.008	0.002	-0.019
Si	10.922	5.409	9.736	0.002	0.024	-0.014
Si	13.703	8.2	9.736	-0.014	0.001	-0.008
Si	10.922	10.882	9.646	-0.003	-0.001	-0.016
Si	13.681	13.632	9.714	0.005	0.014	-0.011
Si	1.45	1.304	10.949	-0.006	-0.001	0.002
Si	4.113	4.047	11.104	-0.015	0.005	-0.011
Si	1.452	6.763	10.965	-0.007	-0.004	-0.005
Si	4.227	9.581	10.993	0.004	0.001	-0.01
Si	1.552	12.268	11.128	0.01	0.012	-0.011
Si	4.103	14.884	10.721	-0.001	-0.014	0.004
Si	6.831	1.434	10.976	0.014	-0.016	-0.009
Si	9.592	4.041	11.17	0.013	-0.005	-0.014
Si	6.905	6.841	11.159	0.003	0.008	-0.018
Si	9.579	9.513	11.017	-0.001	-0.004	0.003
Si	6.788	12.272	10.625	0.007	-0.015	0.01
Si	9.595	14.926	10.915	-0.014	0.006	-0.009
Si	12.34	1.303	11.09	0.006	0.01	-0.007
Si	13.761	5.353	12.404	-0.001	0	0.003
Si	12.388	6.747	11.026	0.001	0.002	0.005
Si	15.016	9.574	11.205	0.002	-0.015	-0.008
Si	12.186	12.337	11.012	0.005	-0.008	-0.005
Si	15.131	14.952	11.085	-0.003	0.008	-0.012
Si	0.084	2.532	12.404	0.004	0.008	0
Si	2.578	-0.414	12.108	0.012	0.005	-0.006
Si	0.17	8.101	12.4	0.004	-0.003	0
Si	2.814	5.515	12.45	0	0.005	0.002
Si	0.788	14.189	12.28	-0.003	0.003	-0.01
Si	2.902	10.852	12.495	0.002	-0.005	-0.002
Si	5.316	2.496	12.454	0.004	0.01	0.002
Si	8.208	-0.021	12.148	-0.002	0.002	0.01
Si	5.577	8.308	12.47	-0.003	0.006	0.003
Si	8.296	5.491	12.558	-0.003	-0.008	-0.009
Si	6.746	14.917	13.279	-0.003	-0.002	-0.004
Si	8.138	11.101	12.037	-0.007	-0.006	0.005
Si	10.991	2.629	12.522	-0.002	-0.001	0.004
Si	13.657	-0.141	12.464	-0.001	-0.003	0.003
Si	10.981	8.065	12.348	0.006	0.007	0.004
Si	15.041	3.931	11.039	-0.002	0.004	0.001
Si	10.803	13.625	12.497	0.004	-0.002	-0.005
Si	13.494	11.033	12.404	-0.002	-0.003	0.008
Si	1.24	4.19	13.625	-0.003	-0.007	0.004
Si	4.292	0.545	13.527	-0.016	-0.009	0.013
Si	1.993	8.961	13.629	0.001	-0.005	0.009
Si	3.763	7.387	13.668	-0.006	0.002	0.002
Si	0.429	14.491	14.56	-0.006	-0.01	0.024
Si	4.523	12.124	13.689	0.004	0.001	0.005
Si	6.87	4.653	14.19	0	-0.001	0.024
Si	9.693	0.984	13.626	-0.005	0.003	0.005
Si	6.821	10.04	13.598	0.007	0.004	-0.004
Si	10.053	6.485	13.832	0.01	0.007	0.009
Si	5.439	13.51	12.032	0.009	0.013	0.003
Si	8.911	12.721	13.62	-0.007	0.001	-0.002
Si	12.274	4.18	13.804	0.009	0.002	0.002
Si	15.291	0.878	13.788	-0.008	0.009	0.008
Si	12.038	9.686	13.607	0.003	-0.011	0.005
Si	15.426	6.445	13.683	-0.007	-0.001	0.01
Si	11.997	15.151	13.864	0.007	0.008	0.015
Si	14.896	12.067	14.952	-0.003	-0.003	0.031
Si	8.296	-15.225	16.349	-0.002	-0.006	0.034
Si	10.564	2.557	22.643	0.002	0.003	0.038
Si	8.097	-6.131	19.325	-0.007	0.001	0.04
Si	4.877	-9.633	15.623	0.006	-0.003	0.042
Si	13.737	8.126	15.701	0.001	0.003	0.031
Si	12.792	-1.61	16.932	0.005	0.004	0.069
Si	10.753	-13.765	19.729	-0.003	0	0.037
Si	18.084	-20.776	26.327	-0.003	0.004	0.035
Si	24.491	-15.181	20.071	0	0.001	0.037
Si	31.719	-3.964	19.606	0.003	0.006	0.035
Si	18.932	13.466	24.28	-0.004	-0.001	0.037
Si	14.999	8.252	18.33	0.001	-0.008	0.034
Si	-15.46	-6.133	18.899	0.007	-0.002	0.033
Si	9.817	23.43	26.267	-0.003	-0.002	0.046
Si	19.562	-4.373	21.775	0.003	0.004	0.041
Si	-10.963	-10.299	24.388	0.004	-0.002	0.043
Si	-1.006	-1.234	18.554	0.001	0	0.035
Si	30.856	-1.779	21.446	-0.008	0.008	0.046
Si	13.182	-4.513	17.613	0.004	-0.002	0.028
Si	6.713	-0.656	17.891	-0.002	-0.002	0.029
Si	7.263	20.205	17.038	0	-0.001	0.04
Si	9.352	16.121	22.482	0.006	-0.005	0.028
Si	-2.881	2.321	15.95	0	-0.004	0.03
Si	19.694	8.53	19.662	-0.003	-0.001	0.041
Si	3.834	4.55	22.03	0.004	-0.001	0.031
Si	20.915	0.153	22.038	-0.008	-0.001	0.023
Si	15.137	17.367	26.271	0.001	-0.006	0.044
Si	6.214	20.067	26.272	-0.002	0.004	0.043
Si	2.656	2.166	15.674	0	-0.003	0.024
Si	15.574	16.618	23.405	0.002	0.005	0.039
Si	18.625	0.135	23.968	0.002	0.003	0.033
Si	14.956	2.735	21.548	0.002	0.001	0.039
Si	25.634	-5.467	14.964	0.008	-0.008	0.034
Si	13.121	36.666	23.588	0.005	0	0.034
Si	0.956	-28.418	22.724	-0.004	0.001	0.041
Si	3.915	16.162	19.102	0.006	0.002	0.032
Si	-9.524	-18.3	22.36	-0.001	-0.001	0.04
Si	-0.523	5.612	19.015	0.001	-0.003	0.026
Si	9.762	-3.983	26.399	-0.004	0	0.036
Si	28.171	-2.091	23.137	0.001	-0.002	0.033
Si	6.741	-19.545	19.412	0.002	0.003	0.035
Si	11.93	-17.997	26.224	0	0.002	0.03
Si	12.119	9.074	25.256	-0.003	0.003	0.041
Si	-5.838	-6.156	17.623	0	-0.001	0.03
Si	-5.735	11.418	23.733	0	0.001	0.042
Si	27.277	7.218	16.576	0.003	-0.003	0.035
Si	-2.853	-9.433	20.371	0.001	-0.002	0.04
Si	2.472	-7.247	22.526	-0.002	-0.001	0.043
Si	24.41	-11.868	22.102	0.001	0.006	0.037
Si	36.279	13.19	19.051	0.004	-0.002	0.045
Si	0.513	-9.257	23.381	0.003	-0.001	0.037
Si	-2.63	7.031	23.422	-0.004	0.003	0.035
Si	6.019	2.57	21.952	-0.003	0.005	0.027
Si	-11.857	-4.599	25.742	0	-0.003	0.039
Si	-5.517	5.694	19.2	0.004	-0.003	0.03
Si	4.147	4.308	17.274	-0.007	-0.003	0.039
Si	2.859	7.654	25.139	0.003	0.001	0.051
Si	5.947	11.622	23.183	-0.007	-0.004	0.04
Si	8.405	9.835	22.325	0.006	0.002	0.038
Si	22.473	-24.596	18.292	0.002	0.006	0.039
Si	4.127	1.479	26.19	0.001	0.004	0.04
Si	17.307	10.58	15.779	-0.002	0.006	0.027
Si	24.368	23.427	23.758	0.001	-0.001	0.046
Si	17.553	17.241	17.942	0.001	-0.002	0.035
Si	35.411	-3.228	15.926	0.002	-0.003	0.036
Si	27.583	0.845	17.363	-0.002	0.006	0.035
Si	15.198	19.102	18.535	0.001	0.005	0.037
Si	24.268	-10.667	19.353	0	-0.004	0.038
Si	18.886	22.015	19.51	0.001	0.005	0.04
Si	15.621	20.044	25.351	0.002	0.002	0.043
O	11.641	-17.025	17.559	0	-0.003	-0.012
O	-3.362	-10.722	23.724	0.001	0.001	-0.012
O	11.262	-14.141	21.223	0	0.001	-0.027
O	12.968	8.155	24.272	0.008	-0.01	-0.019
O	-0.687	4.854	26.493	-0.003	-0.004	-0.024
O	5.74	-12.148	17.483	0.001	0	-0.018
O	12.226	3.852	27.69	-0.003	0	-0.009
O	-2.816	7.43	21.877	-0.001	-0.001	-0.033
O	3.299	4.587	18.604	0.01	-0.006	-0.027
O	3.994	13.16	25.098	-0.001	0.004	-0.013
O	5.406	11.717	27.063	-0.013	0.003	-0.028
O	15.796	13.552	18.578	0	0.001	-0.02
O	17.795	-9.395	24.699	-0.007	0	-0.023
O	0.32	6.332	28.405	-0.004	0	-0.002
O	7.648	3.098	26.728	-0.004	0.003	-0.013
O	12.778	-8.746	28.34	0.008	0.014	-0.005
O	6.235	4.899	25.158	-0.003	0.014	-0.025
O	17.714	3.987	27.889	-0.008	0.008	-0.011
O	22.955	13.091	23.341	0.002	0.007	-0.011
O	14.112	3.524	24.78	-0.009	0.004	-0.029
O	14.151	2.317	17.402	-0.01	-0.001	-0.031
O	0.79	22.153	22.4	0	-0.002	-0.011
O	5.551	15.882	13.974	0.001	0.007	-0.012
O	5.36	17.693	22.795	0.003	0.001	-0.006
O	25.023	-14.853	14.829	0.008	0	-0.024
O	9.419	1.358	27.673	-0.001	0.003	-0.007
O	14.923	-3.878	27.841	0.002	-0.007	-0.009
O	7.081	-2.498	20.839	0	-0.007	-0.028
O	8.757	7.734	27.296	0.008	-0.009	-0.026
O	10.549	5.791	26.885	-0.004	0.009	-0.022
O	12.492	-9.14	16.104	-0.002	0.003	-0.014
O	19.268	12.289	20.217	0	0.007	-0.027
O	10.88	8.238	25.865	0.007	0.004	-0.018
O	11.604	-5.969	24.433	-0.004	0.008	-0.016
O	17.126	17.001	23.692	-0.005	0	-0.01
O	13.859	17.979	27.098	0.007	-0.004	-0.018
O	14.831	-9.148	15.002	0.008	-0.005	-0.02
O	7.768	-2.476	14.095	0.006	-0.007	-0.005
O	19.434	-5.346	26.201	0.002	0.002	-0.013
O	1.771	-1.972	15.526	-0.006	0.003	-0.023
O	18.862	3.85	22.718	0.006	0.004	-0.012
O	3.153	1.052	24.98	-0.011	-0.007	-0.022
O	12.583	-3.018	17.686	0	0.002	-0.015
O	36.812	23.019	27.997	-0.009	0.007	-0.01
O	12.09	17.794	16.121	0.005	0.002	-0.009
O	-0.367	10.852	14.929	0.001	0.001	-0.009
O	1.953	3.341	14.822	-0.004	0.008	-0.018
O	-3.348	3.703	15.218	-0.007	0.005	-0.019
O	16.65	-0.408	18.159	0.003	0	-0.011
O	7.689	4.247	15.526	0	0.009	-0.033
O	16.156	-7.321	19.14	-0.002	0.002	-0.011
O	26.888	-1.254	22.644	-0.005	0.008	-0.009
O	-4.624	3.182	23.629	-0.006	-0.003	-0.009
O	14.541	1.641	14.997	0.01	-0.007	-0.022
O	5.175	-3.495	19.164	-0.003	0	-0.014
O	-0.24	2.315	26.015	0	0.008	-0.012
O	21.434	15.949	17.998	0.005	0	-0.013
O	12.012	-9.996	20.055	-0.007	-0.002	-0.016
O	7.263	9.252	18.284	-0.003	-0.005	-0.017
O	14.236	-0.999	17.374	-0.011	-0.001	-0.022
O	15.66	6.823	17.965	0	0.006	-0.009
O	19.963	2.902	16.714	-0.004	-0.004	-0.011
O	-2.595	8.101	19.323	0.006	0.006	-0.02
O	28.959	-1.689	15.307	-0.009	-0.001	-0.021
O	16.464	5.271	14.206	0.005	0.001	-0.005
O	17.846	1.28	16.397	0.007	0.006	-0.018
O	19.501	-7.581	23.962	-0.005	0.007	-0.024
O	25.502	18.613	19.537	0.003	0.002	-0.013
O	7.325	-0.2	16.454	0.006	0.006	-0.021
O	10.923	13.451	26.512	0	0	-0.013
O	20.239	5.581	16.303	0.005	0.015	-0.017
O	29.477	9.266	14.738	-0.004	0.005	-0.012
O	-1.048	-9.284	23.794	0.001	-0.001	-0.017
O	-1.76	2.503	20.001	0.002	0.003	-0.033
O	19.419	-3.335	17.516	-0.008	0.001	-0.037
O	1.612	9.207	15.234	0.005	-0.001	-0.022
O	14.698	-17.25	20.047	0.005	0.002	-0.031
O	9.593	-5.353	16.544	-0.006	0.008	-0.026
O	13.851	3.732	22.172	0.005	-0.004	-0.022
O	3.333	8.475	21.285	0.005	0.001	-0.028
O	-2.146	11.549	18.866	-0.009	-0.002	-0.017
O	-5.218	5.274	14.141	-0.007	0.002	-0.012
O	4.818	11.669	22.009	-0.007	0.003	-0.013
O	-0.106	-0.289	14.504	0.002	0.003	-0.016
O	7.498	-4.628	19.338	0.003	-0.003	-0.013
O	-9.35	18.226	20.861	0.01	-0.006	-0.022
O	0.588	-5.314	27.021	0.003	-0.002	-0.012
O	21.575	2.558	25.733	0.001	-0.001	-0.008
O	-5.088	-0.317	26.814	0.005	-0.006	-0.017
O	-14.885	-3.886	24.831	0.001	0.006	-0.022
O	3.589	1.146	14.858	0.015	-0.003	-0.022
O	10.608	-7.72	17.289	0.001	-0.004	-0.014
O	4.882	8.678	19.129	0.01	-0.003	-0.018
O	-0.333	-0.053	27.092	-0.012	0.011	-0.024
O	2.793	13.219	22.695	0.007	-0.008	-0.027
O	7.448	0.26	18.972	-0.006	-0.005	-0.024
O	4.553	-15.88	20.447	-0.004	-0.002	-0.033
O	34.647	-4.556	15.453	0.001	-0.003	-0.011
O	18.502	-1.352	24.572	0.001	0.002	-0.012
O	8.095	9.502	20.78	-0.002	0.002	-0.032
O	28.569	-1.58	24.636	0.004	-0.002	-0.037
O	3.303	-1.617	19.458	-0.001	-0.001	-0.015
O	14.923	1.366	22.397	-0.003	0.009	-0.014
O	15.404	-12.017	18.192	0.001	-0.004	-0.015
O	13.024	-1.825	22.062	0.013	0.002	-0.026
O	17.302	5.425	19.58	-0.003	0.001	-0.012
O	11.468	12.663	23.17	0.001	0.006	-0.009
O	18.724	9.749	19.199	-0.008	0.005	-0.014
O	-0.883	-1.143	22.632	-0.006	-0.009	-0.025
O	10.779	-0.115	14.206	0.003	-0.005	-0.003
O	3.067	0.07	22.556	0.011	0.001	-0.019
O	-10.678	4.475	27.579	0.011	-0.013	-0.032
O	9.535	11.954	24.849	0.004	-0.004	-0.026
O	8.956	6.642	24.995	-0.011	0.001	-0.027
O	8.164	4.751	18.037	-0.006	-0.008	-0.027
O	3.211	2.176	27.304	0.012	-0.006	-0.023
O	-1.619	5.842	20.197	0.005	-0.002	-0.016
O	-2.44	-4.573	16.166	0.007	0.003	-0.022
O	8.411	-3.366	27.032	0.009	-0.003	-0.016
O	2.778	-9.145	18.982	0	0.001	-0.01
O	0.118	3.371	21.652	-0.005	-0.002	-0.013
O	5.68	11.07	14.218	-0.004	-0.001	0.003
O	-3.05	14.358	27.063	-0.008	0.003	-0.018
O	21.063	5.405	23.05	-0.01	-0.008	-0.019
O	22.332	5.923	14.725	0.007	-0.004	-0.013
O	7.104	10.598	22.835	0.004	-0.002	-0.019
O	2.376	10.674	22.27	0.001	0.001	-0.017
O	8.208	5.942	22.668	0	-0.009	-0.015
O	-8.784	4.682	20.58	0	0.008	-0.028
O	4.788	3.435	21.347	0.001	-0.001	-0.009
O	38.047	-1.205	22.345	0.001	0.003	-0.011
O	14.193	-4.251	13.497	-0.005	-0.002	-0.021
O	8.593	8.482	23.175	0.001	0.009	-0.017
O	23.13	-9.546	19.065	-0.005	0.005	-0.018
O	9.672	-6.011	18.99	0.012	0	-0.024
O	19.592	5.575	20.943	-0.006	0.007	-0.026
O	23.837	2.291	17.106	0.002	0	-0.019
O	26.011	0.858	17.111	-0.002	0.001	-0.021
O	0.342	4.027	24.192	0.012	0.002	-0.027
O	17.311	8.422	22.586	0.002	0.005	-0.012
O	14.962	-3.296	21.028	0.005	-0.009	-0.018
O	-9.364	3.535	22.84	0.002	0	-0.023
O	10.867	-10.331	17.62	0.002	0.011	-0.028
O	11.596	-14.66	18.697	0.002	-0.012	-0.024
O	20.447	22.962	25.212	0.001	-0.002	-0.01
O	11.984	-5.569	17.725	-0.002	-0.002	-0.012
O	7.977	15.352	22.942	-0.001	0.001	-0.014
O	9.392	-10.045	19.723	0.002	0.001	-0.014
O	9.076	0.143	20.937	-0.006	0.008	-0.022
O	4.881	16.524	26.832	-0.002	0.007	-0.015
O	5.298	11.041	24.547	0.008	0.003	-0.021
O	6.899	9.605	27.861	-0.007	-0.001	-0.01
O	16.672	11.417	19.82	-0.001	-0.003	-0.014
O	14.458	25.216	16.947	-0.004	-0.002	-0.021
O	9.797	-15.122	23.205	0	0.002	-0.016
O	9.741	-5.596	22.539	-0.006	-0.004	-0.021
O	0.338	18.439	18.551	0.003	-0.004	-0.01
O	-1.556	0.354	24.831	0.003	-0.004	-0.031
O	17.054	-5.724	17.352	-0.002	0.002	-0.034
O	2.112	-3.078	27.14	0.003	-0.018	-0.021
O	22.27	3.395	13.716	-0.004	-0.009	-0.019
O	8.011	9.833	14.751	-0.008	0.001	-0.006
O	9.495	3.721	22.292	-0.002	0	-0.01
O	10.717	-5.999	14.332	0.001	0.006	-0.014
O	13.112	-6.847	26.481	0.002	-0.004	-0.027
O	15.621	-2.831	15.193	0.003	0.002	-0.013
O	21.953	-8.731	16.799	-0.011	-0.01	-0.033
O	18.983	-8.073	26.63	-0.002	-0.003	-0.033
O	7.128	-2.191	18.206	0.001	0.006	-0.02
O	10.285	11.033	27.178	-0.004	0.013	-0.02
O	19.01	17.083	18.631	-0.009	0.004	-0.013
O	23.015	14.846	27.791	-0.001	0.01	-0.008
O	20.407	13.064	14.981	0.011	-0.008	-0.033
O	10.968	4.114	19.404	0.001	0.004	-0.014
O	26.21	7.088	15.351	-0.01	-0.005	-0.033
O	22.782	7.211	24.098	0.003	0.002	-0.013
H	0.529	2.217	36.032	0.305	-0.218	-0.23
H	2.161	0.561	36.032	-0.25	0.253	-0.269
H	4.922	3.295	36	-0.302	0.266	-0.297
H	3.274	4.935	36	0.315	-0.255	-0.277
H	2.193	6.011	36.059	-0.257	0.26	-0.298
H	0.541	7.646	36.059	0.375	-0.373	-0.228
H	3.216	10.306	36.022	0.288	-0.27	-0.202
H	4.871	8.674	36.022	-0.315	0.166	-0.278
H	0.491	13.052	36.035	0.264	-0.318	-0.246
H	2.127	11.401	36.035	-0.248	0.27	-0.238
H	4.919	14.169	36.026	-0.299	0.271	-0.215
H	3.257	15.794	36.026	0.243	-0.263	-0.258
H	7.655	0.601	36.027	-0.242	0.275	-0.271
H	5.997	2.23	36.027	0.271	-0.334	-0.229
H	8.72	4.903	36.037	0.301	-0.276	-0.252
H	10.356	3.252	36.037	-0.412	0.264	-0.253
H	7.647	5.966	35.981	-0.379	0.207	-0.288
H	5.977	7.582	35.981	0.244	-0.27	-0.254
H	10.385	8.679	35.997	-0.327	0.304	-0.281
H	8.734	10.315	35.997	0.225	-0.252	-0.249
H	6.005	13.09	36.002	0.294	-0.286	-0.216
H	7.631	11.429	36.002	-0.21	0.252	-0.269
H	8.743	15.838	36.046	0.261	-0.298	-0.209
H	10.362	14.171	36.046	-0.241	0.211	-0.317
H	11.398	2.208	36.014	0.31	-0.401	-0.223
H	13.046	0.569	36.014	-0.247	0.22	-0.3
H	15.755	3.316	36.051	-0.224	0.209	-0.308
H	14.104	4.952	36.051	0.345	-0.46	-0.202
H	11.446	7.623	36.037	0.312	-0.287	-0.268
H	13.086	5.975	36.037	-0.36	0.386	-0.271
H	14.191	10.311	36.062	0.194	-0.276	-0.29
H	15.834	8.667	36.062	-0.422	0.305	-0.267
H	13.093	11.412	36.078	-0.204	0.288	-0.292
H	11.453	13.059	36.078	0.11	-0.413	-0.196
H	14.136	15.801	36.032	0.26	-0.272	-0.207
H	15.752	14.131	36.032	-0.316	0.254	-0.267
H	0.81	1.93	5.982	-0.28	0.267	0.212
H	-0.838	3.569	5.982	0.339	-0.226	0.236
H	3.533	-0.813	5.992	-0.248	0.277	0.247
H	1.892	0.833	5.992	0.241	-0.288	0.252
H	0.85	7.335	6.081	-0.215	0.359	0.269
H	-0.807	8.965	6.081	0.309	-0.292	0.274
H	1.927	6.27	6.009	0.347	-0.197	0.257
H	3.574	4.63	6.009	-0.312	0.343	0.24
H	-0.86	14.417	6.005	0.156	-0.383	0.282
H	0.777	12.767	6.005	-0.29	0.239	0.257
H	1.858	11.675	5.955	0.171	-0.372	0.218
H	3.497	10.027	5.955	-0.392	0.075	0.22
H	6.281	1.943	5.996	-0.237	0.32	0.259
H	4.63	3.579	5.996	0.393	-0.241	0.255
H	9.007	-0.775	5.978	-0.134	0.315	0.225
H	7.369	0.874	5.978	0.425	-0.152	0.228
H	4.62	8.92	5.954	0.184	-0.218	0.318
H	6.275	7.288	5.954	-0.432	0.274	0.177
H	8.992	4.622	5.997	-0.274	0.28	0.258
H	7.34	6.256	5.997	0.403	-0.228	0.291
H	4.637	14.44	5.955	0.314	-0.229	0.197
H	6.286	12.802	5.955	-0.166	0.344	0.215
H	9.01	10.037	5.935	-0.294	0.323	0.171
H	7.375	11.689	5.935	0.208	-0.26	0.278
H	11.704	1.896	6.016	-0.297	0.32	0.262
H	10.062	3.541	6.016	0.28	-0.274	0.275
H	14.408	-0.816	5.963	-0.236	0.333	0.208
H	12.773	0.834	5.963	0.281	-0.315	0.259
H	11.735	7.331	6.024	-0.343	0.346	0.217
H	10.087	8.97	6.024	0.288	-0.234	0.331
H	12.776	6.285	6.068	0.339	-0.325	0.278
H	14.415	4.638	6.068	-0.267	0.298	0.264
H	11.729	12.771	6.014	-0.188	0.371	0.173
H	10.102	14.43	6.014	0.246	-0.182	0.288
H	12.823	11.673	6.032	0.288	-0.183	0.294
H	14.464	10.027	6.032	-0.263	0.361	0.227

Results
free energy: -284451.884 eV
free energy less fixed offsets of H -15.71, O -570.45, Si -639.56 eV per atom: -7.404 eV

The program warned: the cutoff lies below the one the program advises for these potential files; the forces do not sum to zero within the program's tolerance; empty levels may hold ghost states of the PAW files; the exchange-correlation potential is rough where the density is thin.
